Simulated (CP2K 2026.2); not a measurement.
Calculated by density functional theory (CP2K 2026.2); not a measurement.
Periodic cell of 513 atoms, Si351O162, from a study of silicon, its oxide and their interface. The atomic structure is a simulated model.
Doubt: the forces sum to 2.98 eV/angstrom along one axis rather than to zero, so they err by at least 0.0058 eV/angstrom per atom on average; the grid cutoff is modest.
This geometry differs little from another in the collection (a relaxation step or a small displacement).

Settings
functional: PBE
method: Gaussian and plane waves
basis set: DZVP-MOLOPT-SR-GTH
pseudopotentials: GTH-PBE
grid cutoff: 350 Ry, relative cutoff 50 Ry
k points: Gamma only
occupations: fixed
spin: none
net charge: 0

Cell vectors (angstrom)
a	16.407	0	0
b	0	16.407	0
c	-0.0326	-0.4139	34.4764

Atoms and the computed forces on them: element, x, y, z (angstrom), force x, y, z (eV/angstrom)
Si	0.039	16.029	0.504	0.001	0.086	0.161
Si	2.289	2.924	0.189	0.11	-0.085	0.19
Si	0.218	5.34	0.259	-0.145	0.012	0.24
Si	2.958	7.294	34.129	-0.147	0.154	0.151
Si	15.96	10.598	34.458	0.103	-0.134	0.181
Si	2.291	13.48	34.441	0.109	-0.078	0.199
Si	5.756	16.227	0.039	-0.021	-0.01	0.167
Si	8.51	2.576	0.085	-0.081	0.036	0.167
Si	5.207	5.467	0.336	0.073	-0.092	0.191
Si	8	7.986	0.266	0.135	-0.027	0.198
Si	6.059	10.113	34.242	-0.133	0.115	0.191
Si	8.102	13.695	34.466	0.034	-0.101	0.194
Si	10.624	0.23	0.31	0.074	-0.046	0.224
Si	13.448	2.725	0.052	0.124	-0.045	0.212
Si	11.343	5.022	0.397	-0.059	0.011	0.24
Si	13.476	8.076	0.448	0.131	-0.031	0.194
Si	11.304	10.43	0.232	-0.127	0.081	0.144
Si	13.789	13.308	0.289	-0.096	0.071	0.176
Si	1.282	1.293	1.562	-0.021	-0.008	-0.053
Si	3.982	3.914	1.534	-0.015	0.031	-0.045
Si	1.486	6.852	1.434	-0.008	-0.027	-0.067
Si	4.136	9.516	0.937	0.027	-0.031	-0.023
Si	1.304	12.151	1.238	-0.02	0.024	-0.044
Si	4.109	14.947	1.218	-0.005	0.007	-0.033
Si	6.887	1.367	1.404	0.004	-0.006	-0.048
Si	9.633	3.97	1.59	0.025	0.01	-0.073
Si	6.797	6.589	1.648	-0.026	0.027	-0.07
Si	9.579	9.336	1.417	0	-0.012	-0.036
Si	7.03	12.251	1.147	-0.004	0.006	-0.038
Si	9.504	15.072	1.628	-0.005	0.02	-0.073
Si	12.337	1.254	1.519	-0.011	0.004	-0.073
Si	15.023	3.977	1.382	0.023	0.011	-0.048
Si	12.367	6.574	1.789	0.001	-0.01	-0.06
Si	15.055	9.442	1.5	-0.01	-0.001	-0.058
Si	12.252	12.123	1.58	0.016	-0.013	-0.056
Si	14.951	14.779	1.715	0.019	-0.007	-0.051
Si	16.331	2.661	2.882	-0.003	-0.011	0.002
Si	2.784	16.281	2.741	0.005	0.01	0.011
Si	0.086	8.137	2.82	-0.014	0.005	0.005
Si	2.712	5.4	2.867	0.011	-0.002	0.023
Si	0.022	13.398	2.871	-0.013	0.001	0.03
Si	2.789	10.802	2.518	-0.006	-0.001	0
Si	5.453	2.601	2.818	-0.001	0	0.015
Si	8.141	0.014	2.93	0.006	-0.015	0.018
Si	5.368	8.165	2.673	-0.002	-0.005	0.016
Si	8.234	5.296	2.946	0.003	-0.009	0.015
Si	5.507	13.532	2.575	-0.002	0	0.005
Si	8.251	10.854	2.696	0.011	0.003	0.008
Si	10.982	2.59	2.947	-0.005	-0.005	0.017
Si	13.626	16.273	2.924	-0.005	0.004	0.013
Si	10.899	8.025	2.914	-0.011	0	0.023
Si	13.801	5.243	2.99	0.002	0.011	0.003
Si	10.885	13.573	2.854	0.002	-0.001	0.014
Si	13.678	10.78	2.918	0.004	-0.001	0.03
Si	1.331	4.026	4.22	-0.003	0.007	-0.005
Si	4.109	1.213	4.179	-0.003	-0.015	-0.002
Si	1.469	9.515	4.106	-0.011	-0.01	-0.009
Si	4.111	6.782	4.166	-0.007	-0.007	-0.002
Si	1.4	14.889	4.118	-0.004	-0.007	0.006
Si	4.127	12.17	3.983	0.01	0.012	-0.009
Si	6.816	3.945	4.235	0.009	0.002	0.006
Si	9.578	1.266	4.305	0	0.009	-0.015
Si	6.804	9.498	4.051	-0.007	-0.001	0
Si	9.548	6.703	4.295	0.004	0.009	0
Si	6.772	14.909	4.113	0.004	0.015	-0.003
Si	9.549	12.172	4.185	-0.004	-0.003	-0.002
Si	12.343	3.95	4.313	-0.005	-0.006	-0.009
Si	15.009	1.254	4.25	0.012	0.001	0.001
Si	12.294	9.406	4.243	0.008	0.01	-0.005
Si	15.149	6.724	4.224	-0.006	-0.012	0.008
Si	12.261	14.903	4.253	0.006	0.002	0.009
Si	15.06	12.117	4.279	0.004	-0.008	-0.002
Si	0.026	16.261	5.524	-0.006	0.002	-0.006
Si	2.733	2.617	5.525	0.003	0.001	-0.004
Si	0.032	5.37	5.642	0.004	0.002	0.002
Si	2.749	8.121	5.542	0	-0.004	-0.003
Si	0.071	10.78	5.572	0.001	0.001	0.002
Si	2.778	13.519	5.461	0	-0.001	-0.008
Si	5.451	16.249	5.553	-0.003	-0.003	-0.001
Si	8.191	2.621	5.632	0.004	-0.002	0.003
Si	5.469	5.388	5.54	0.006	0.005	-0.001
Si	8.142	8.129	5.525	-0.002	-0.003	-0.001
Si	5.457	10.841	5.458	0.001	-0.004	-0.006
Si	8.162	13.559	5.515	0.003	-0.003	0
Si	10.918	16.265	5.636	-0.006	0.001	-0.002
Si	13.673	2.58	5.67	-0.007	-0.002	0
Si	10.953	5.345	5.628	0.003	-0.001	-0.002
Si	13.708	8.055	5.574	-0.001	-0.005	0.002
Si	10.93	10.816	5.566	0	0.006	0
Si	13.679	13.54	5.581	0.002	0.004	-0.001
Si	1.374	1.239	6.903	0.002	0	-0.003
Si	4.102	3.996	6.897	-0.002	0.002	-0.004
Si	1.406	6.753	6.955	-0.003	-0.004	0.001
Si	4.123	9.481	6.895	-0.001	-0.009	-0.006
Si	1.414	12.19	6.901	-0.004	0.001	-0.001
Si	4.089	14.884	6.904	0.002	0.002	0
Si	6.824	1.21	6.937	0.002	-0.003	-0.001
Si	9.566	3.991	6.983	0.001	0	-0.001
Si	6.826	6.743	6.926	0.001	0.001	0.002
Si	9.54	9.46	6.914	0.004	0.004	-0.001
Si	6.805	12.187	6.883	-0.004	0.004	-0.004
Si	9.531	14.89	6.942	-0.001	0.002	-0.003
Si	12.293	1.218	7.004	0.001	0	0.002
Si	15.049	3.989	6.979	-0.003	0	0
Si	12.332	6.713	6.964	0	-0.002	-0.001
Si	15.084	9.427	6.932	0	-0.005	-0.002
Si	12.304	12.175	6.938	0.002	-0.002	-0.001
Si	15.057	14.918	6.925	0.001	-0.001	0.001
Si	0.019	2.603	8.303	-0.004	0	-0.002
Si	2.731	16.27	8.273	-0.002	0.003	-0.002
Si	0.019	8.081	8.327	-0.001	-0.001	0.002
Si	2.761	5.359	8.3	0.002	0.001	0
Si	0.025	13.545	8.279	-0.001	0.003	-0.001
Si	2.76	10.828	8.291	0.001	-0.001	-0.005
Si	5.462	2.614	8.274	0.003	0	-0.003
Si	8.19	16.271	8.318	0.001	-0.002	0.002
Si	5.465	8.105	8.294	0.001	-0.001	-0.001
Si	8.198	5.38	8.31	0.003	0	0.001
Si	5.462	13.543	8.286	-0.003	-0.003	0
Si	8.178	10.831	8.278	0.002	-0.001	-0.003
Si	10.924	2.608	8.344	-0.002	0.003	0.001
Si	13.69	16.266	8.326	-0.002	0	0.001
Si	10.932	8.096	8.284	0	-0.005	0
Si	13.677	5.343	8.343	-0.001	0.001	0.002
Si	10.926	13.538	8.3	0.002	0	0.001
Si	13.698	10.809	8.283	0	0	-0.001
Si	1.388	3.982	9.658	-0.001	0	-0.001
Si	4.097	1.242	9.642	0.002	0.001	-0.003
Si	1.387	9.464	9.671	-0.002	-0.002	-0.001
Si	4.119	6.724	9.676	-0.001	-0.003	0
Si	1.369	14.919	9.661	0	-0.001	-0.001
Si	4.111	12.188	9.677	0	-0.002	-0.001
Si	6.834	3.979	9.654	0	0	-0.001
Si	9.553	1.236	9.692	0	0	0.002
Si	6.836	9.461	9.67	-0.001	-0.001	-0.003
Si	9.578	6.735	9.673	0.003	0.001	0.001
Si	6.824	14.905	9.668	0.001	0.001	0
Si	9.555	12.181	9.66	0	0.001	-0.002
Si	12.299	3.978	9.701	0	-0.003	0.002
Si	15.047	1.249	9.678	0.001	0.001	0.002
Si	12.314	9.455	9.65	0.001	0	-0.002
Si	15.054	6.716	9.685	-0.002	-0.002	0.001
Si	12.302	14.901	9.673	0	-0.001	0.003
Si	15.054	12.182	9.658	0.001	-0.002	-0.001
Si	0.003	-0.123	11.033	-0.001	0	-0.001
Si	2.744	2.609	11.027	-0.001	-0.001	-0.001
Si	0.017	5.342	11.029	-0.001	0	0
Si	2.747	8.09	11.042	0.001	0.001	-0.002
Si	0.01	10.821	11.04	0	-0.001	0.001
Si	2.739	13.56	11.039	-0.001	0.001	-0.001
Si	5.464	-0.118	11.021	-0.002	0	-0.001
Si	8.189	2.617	11.052	0.001	0	0.003
Si	5.483	5.34	11.038	0.002	-0.001	0
Si	8.214	8.098	11.042	0	-0.002	-0.002
Si	5.48	10.828	11.051	0	0	0
Si	8.202	13.554	11.038	0	-0.002	0.001
Si	10.937	-0.13	11.041	0.002	0.001	0.001
Si	13.673	2.607	11.058	-0.001	0.003	0.004
Si	10.931	5.36	11.05	0	-0.001	0.002
Si	13.672	8.086	11.031	0	-0.001	0
Si	10.94	10.82	11.015	-0.001	-0.001	-0.001
Si	13.674	13.541	11.038	-0.001	-0.002	0.001
Si	1.371	1.245	12.392	-0.003	0	0
Si	4.117	3.962	12.406	-0.003	0	0.001
Si	1.38	6.707	12.397	0	-0.001	0
Si	4.111	9.46	12.415	-0.001	-0.002	-0.002
Si	1.365	12.2	12.409	0.002	-0.002	-0.001
Si	4.11	14.933	12.403	0.002	0.001	0
Si	6.817	1.238	12.412	-0.001	-0.003	0.002
Si	9.567	3.988	12.417	-0.001	0.003	0.002
Si	6.862	6.702	12.4	0	0	-0.002
Si	9.592	9.464	12.404	0.002	0.001	-0.002
Si	6.853	12.193	12.42	-0.001	0	0.001
Si	9.563	14.925	12.411	0.003	0	0
Si	12.296	1.232	12.419	-0.001	-0.004	0.003
Si	15.052	3.99	12.399	0.002	-0.001	0.003
Si	12.311	6.724	12.409	-0.001	0.001	0.002
Si	15.039	9.448	12.402	-0.002	-0.002	0
Si	12.287	12.183	12.402	-0.002	-0.004	-0.001
Si	15.032	14.93	12.401	0.001	0	-0.001
Si	-0.001	2.609	13.753	0.002	0.002	0
Si	2.743	-0.106	13.767	-0.005	-0.003	-0.001
Si	-0.002	8.06	13.76	0.002	-0.003	0.001
Si	2.748	5.334	13.758	0.003	0.003	0.001
Si	-0.005	13.579	13.77	-0.002	0	0.002
Si	2.734	10.836	13.779	-0.001	0.002	0.003
Si	5.457	2.586	13.806	-0.002	-0.001	0.001
Si	8.194	-0.115	13.784	0	0.001	0
Si	5.5	8.077	13.748	-0.001	-0.001	-0.002
Si	8.21	5.344	13.808	0	0	0.004
Si	5.488	13.577	13.774	0	0.002	0.001
Si	8.249	10.841	13.78	0.001	-0.005	0
Si	10.929	2.61	13.778	0.002	0	0.004
Si	13.659	-0.133	13.795	0.002	-0.001	0.008
Si	10.952	8.096	13.778	0.002	0	0.001
Si	13.681	5.352	13.768	-0.001	0	0.001
Si	10.924	13.562	13.781	-0.004	0.001	0.003
Si	13.655	10.814	13.759	0	-0.001	-0.002
Si	1.387	3.947	15.117	-0.004	-0.001	0.004
Si	4.077	1.227	15.198	-0.003	-0.009	0.007
Si	1.344	9.45	15.115	-0.003	0.002	-0.002
Si	4.129	6.709	15.102	0.001	-0.001	-0.001
Si	1.378	14.948	15.131	0.006	0.001	-0.004
Si	4.117	12.219	15.131	0.007	0	-0.003
Si	6.836	3.948	15.165	-0.005	0	-0.001
Si	9.532	1.275	15.156	0	-0.004	-0.001
Si	6.897	9.431	15.095	-0.004	0.003	-0.004
Si	9.61	6.719	15.154	0.004	0	-0.001
Si	6.849	14.926	15.179	0.001	0.001	0.007
Si	9.575	12.225	15.195	0.005	-0.003	0.003
Si	12.339	3.953	15.125	0	0.003	0.002
Si	15.025	1.268	15.13	0.005	0.001	0.001
Si	12.311	9.457	15.164	-0.006	-0.001	0.007
Si	15.044	6.701	15.157	-0.001	0.001	0.003
Si	12.276	14.912	15.174	-0.004	0	-0.001
Si	14.989	12.226	15.098	-0.005	-0.008	-0.004
Si	0.014	-0.064	16.471	0	0.002	0.006
Si	2.702	2.607	16.567	-0.001	0.005	0.004
Si	-0.01	5.255	16.477	0.009	0.001	0.005
Si	2.749	8.077	16.437	0.007	-0.001	-0.003
Si	16.339	10.848	16.42	-0.013	0.003	0.002
Si	2.755	13.601	16.508	-0.008	-0.003	0.002
Si	5.466	-0.143	16.559	0.006	0.003	0.003
Si	8.179	2.603	16.597	-0.004	0.001	-0.003
Si	5.461	5.326	16.491	0.004	0	0
Si	8.262	8.109	16.514	-0.002	-0.004	-0.003
Si	5.535	10.818	16.408	0.001	-0.004	0.009
Si	8.195	13.578	16.601	-0.001	0.004	0.006
Si	10.893	-0.093	16.5	-0.004	0.001	0.006
Si	13.668	2.598	16.553	0	-0.002	0.015
Si	10.996	5.317	16.479	0.002	-0.004	0.004
Si	13.688	8.09	16.533	-0.001	0.001	0.001
Si	10.987	10.877	16.54	-0.001	0.001	0.007
Si	13.643	13.54	16.55	0.006	0.002	-0.004
Si	1.303	1.257	17.96	0	-0.017	-0.007
Si	4.069	4.005	17.906	0.004	-0.001	-0.005
Si	1.367	6.664	17.738	-0.001	-0.004	-0.007
Si	4.162	9.473	17.73	0.012	0.009	-0.023
Si	1.314	12.203	17.735	-0.004	-0.007	-0.02
Si	4.131	14.899	17.971	0.006	-0.006	-0.017
Si	6.756	1.242	17.984	-0.008	-0.01	-0.024
Si	9.642	3.985	17.878	0.004	0.005	-0.017
Si	6.897	6.667	17.797	-0.01	-0.006	-0.011
Si	9.629	9.519	17.884	0.002	0.012	-0.024
Si	6.808	12.126	17.902	0.002	-0.01	-0.015
Si	9.549	15.025	17.945	-0.002	0.009	-0.019
Si	12.246	1.236	17.897	-0.008	0.005	-0.016
Si	15.102	3.876	17.952	-0.008	0.022	-0.003
Si	12.393	6.618	17.868	0.001	-0.012	-0.007
Si	14.982	9.572	17.875	0.011	-0.004	-0.009
Si	12.321	12.193	18.03	-0.009	-0.006	-0.011
Si	15.039	14.987	17.781	0.004	0.001	-0.014
Si	16.301	2.456	19.507	-0.001	0.011	0.054
Si	2.774	-0.031	19.272	-0.007	0.003	0.058
Si	0.029	8.118	18.976	0.011	-0.005	0.067
Si	2.602	5.32	19.231	0.006	0.006	0.047
Si	0.015	13.641	19.082	-0.003	-0.001	0.049
Si	2.699	10.81	19.005	-0.016	-0.015	0.083
Si	5.419	2.691	19.353	-0.006	0.013	0.048
Si	8.093	-0.137	19.388	0.004	-0.003	0.056
Si	5.492	8.042	19.057	0.004	-0.006	0.054
Si	8.314	5.383	19.218	-0.011	0.012	0.053
Si	5.347	13.327	19.345	-0.012	0.02	0.043
Si	8.257	10.872	19.313	-0.006	0	0.033
Si	10.923	2.604	19.323	0.012	-0.01	0.038
Si	13.632	-0.164	19.19	0.015	-0.007	0.077
Si	11.041	8.073	19.112	-0.011	0.004	0.049
Si	13.813	5.296	19.303	-0.009	-0.005	0.056
Si	10.95	13.69	19.306	0.03	-0.005	0.06
Si	13.692	10.835	19.508	0.004	-0.003	0.033
Si	1.378	3.855	20.707	-0.08	0.079	-0.23
Si	3.711	1.674	20.673	0.078	-0.07	-0.225
Si	1.677	9.133	20.248	-0.099	0.059	-0.226
Si	3.908	6.888	20.369	0.067	-0.044	-0.209
Si	1.541	14.797	20.463	-0.022	0.056	-0.176
Si	3.518	12.267	20.649	0.136	-0.096	-0.203
Si	7.117	3.866	20.53	-0.083	0.046	-0.244
Si	9.261	1.518	20.657	0.065	-0.091	-0.223
Si	7.04	9.178	20.398	-0.052	0.094	-0.177
Si	9.458	7.042	20.486	0.074	-0.115	-0.171
Si	6.917	14.516	20.58	-0.002	0.073	-0.187
Si	9.393	12.561	20.604	-0.01	-0.069	-0.177
Si	12.611	3.694	20.586	-0.046	0.065	-0.223
Si	14.591	1.186	20.839	0.124	-0.063	-0.193
Si	12.576	8.988	20.646	-0.068	0.147	-0.162
Si	15.076	7.006	20.449	0.026	-0.126	-0.179
Si	12.627	14.737	20.675	-0.165	0.038	-0.194
Si	14.997	12.56	20.571	0.005	-0.089	-0.174
Si	4.078	10.286	27.36	0.056	0.027	-0.003
Si	16.147	5.568	22.818	0.015	0.047	0.051
Si	5.809	5.812	22.654	-0.018	0.042	-0.074
Si	16.055	6.199	25.871	0.006	-0.039	0.093
Si	2.249	10.418	22.778	0.041	0.077	0.003
Si	6.294	15.541	23.313	-0.04	-0.032	-0.011
Si	9.646	7.358	28.305	-0.049	-0.012	-0.035
Si	4.643	5.733	25.402	0.007	-0.008	0.058
Si	9.002	0.479	23.424	0.072	0.014	-0.01
Si	6.629	8.73	23.222	-0.082	-0.004	0.035
Si	10.979	12.027	23.372	-0.003	0.08	-0.024
Si	0.179	12.415	23.379	-0.066	0.043	-0.048
Si	13.586	4.15	25.958	0.077	0.031	0.004
Si	11.17	7.59	22.936	-0.014	0.029	-0.024
Si	13.717	12.886	24.412	-0.05	0.034	0.001
Si	1.12	15.355	23.403	0.018	-0.006	-0.042
Si	1.797	1.064	27.748	-0.024	0.044	0.015
Si	9.468	9.49	24.436	-0.014	-0.053	0.061
Si	15.023	10.678	28.752	-0.048	0.029	0.012
Si	0.021	13.517	28.03	-0.113	-0.045	0.005
Si	9.918	14.393	25.212	-0.02	0.007	0.039
Si	6.613	2.961	27.675	-0.025	0.034	0.01
Si	5.241	4.134	31.834	-0.03	0.106	-0.006
Si	6.82	6.106	27.732	0.024	-0.004	-0.06
Si	5.44	8.331	29.532	-0.021	-0.012	-0.027
Si	7.14	14.754	25.927	0.028	-0.044	0.086
Si	13.473	15.915	23.258	-0.02	0.018	-0.081
Si	12.992	5.115	23.166	-0.051	0.078	0.001
Si	14.781	5.139	29.913	0.053	0.009	-0.084
Si	3.94	8.67	24.751	0.071	-0.008	-0.03
Si	12.875	11.092	26.808	0.045	-0.033	-0.02
Si	13.497	0.962	26.03	-0.068	-0.007	-0.146
Si	2.864	-0.226	30.288	-0.051	0.097	-0.003
Si	3.797	0.737	23.685	-0.071	0.065	0
Si	0.539	3.193	29.444	-0.022	-0.015	-0.01
Si	2.711	12.445	28.834	0.024	-0.033	-0.004
Si	5.477	12.823	27.727	-0.002	0.047	-0.087
Si	8.174	3.605	31.638	0.022	-0.04	0.039
Si	11.005	-0.296	27.3	-0.007	-0.04	0.017
Si	8.468	1.181	26.122	-0.091	-0.037	-0.008
Si	7.293	10.198	31.411	-0.047	-0.015	0.011
Si	9.801	8.546	31.07	0.023	0.049	-0.069
Si	16.191	15.782	26.043	0.012	-0.03	0.027
Si	3.845	2.858	26.076	0.022	0.005	-0.024
Si	12.498	6.087	28.04	0.048	0.074	-0.047
Si	10.222	14.515	32.374	0.006	-0.053	0.067
Si	14.288	8.501	26.871	0.008	-0.012	-0.01
Si	1.39	1.878	31.934	0.086	0.023	-0.002
Si	5.224	1.017	31.809	0.033	0.04	0.053
Si	3.26	6.609	31.001	-0.07	-0.107	0.032
Si	0.998	5.925	28.67	0.044	0.064	-0.01
Si	1.852	13.448	31.403	-0.069	0.038	0.048
Si	8.19	12.211	29.267	0.1	0.044	-0.039
Si	7.588	1.306	30.024	0.084	-0.02	-0.052
Si	9.67	6.046	32.628	-0.088	-0.016	0.01
Si	9.328	15.238	29.66	-0.049	0.032	-0.012
Si	12.124	10.245	31.812	-0.059	0.01	0.019
Si	15.102	0.687	32.597	-0.048	-0.047	-0.062
Si	15.431	14.631	30.747	0.05	0.005	0.06
Si	9.884	10.279	27.266	-0.003	0.03	0.053
Si	15.074	6.51	32.519	0.012	0.07	0.033
Si	12.828	13.166	31.768	0.042	-0.002	0.101
Si	15.101	9.418	31.713	-0.06	0.029	-0.036
O	1.205	14.71	34.309	-0.033	0.077	-0.117
O	15.379	-0.365	33.79	-0.303	-0.113	-0.002
O	2.504	1.947	33.126	0.196	-0.171	-0.171
O	1.691	0.516	31.123	-0.283	-0.219	-0.083
O	1.283	3.784	34.288	-0.093	-0.068	0.102
O	16.26	5.8	33.376	0.205	0.125	-0.19
O	2.633	7.115	32.472	-0.302	0.218	0.128
O	1.353	3.114	30.872	-0.077	0.312	-0.096
O	16.069	10.055	32.89	0.085	-0.144	-0.022
O	15.548	7.838	31.681	-0.03	-0.112	0.006
O	8.236	0.003	29.282	0.1	-0.057	0.082
O	2.492	13.037	32.853	0.107	-0.258	-0.163
O	5.095	0.305	33.277	-0.111	-0.182	-0.084
O	6.852	14.696	33.989	0.012	0.079	-0.17
O	8.112	2.949	33.152	-0.284	-0.094	0.126
O	9.551	0.962	34.198	-0.151	-0.104	0.202
O	5.608	4.386	33.396	0.139	-0.123	-0.033
O	4.218	6.286	34.341	0.148	-0.062	-0.083
O	8.395	6.617	33.468	0.017	-0.172	-0.224
O	6.896	8.696	34.212	-0.095	0.042	0.057
O	6.298	10.609	32.661	-0.109	0.411	-0.021
O	9.068	11.155	28.37	-0.023	-0.052	-0.053
O	9.126	13.55	33.15	-0.073	-0.271	0.041
O	11.331	13.727	31.49	-0.037	-0.11	-0.393
O	13.797	1.57	33.075	0.14	-0.045	0.097
O	15.096	-0.229	31.232	-0.026	0.263	-0.228
O	12.291	3.465	34.186	-0.124	-0.084	0.037
O	10.794	5.45	33.594	0.186	0.087	0.018
O	12.316	9.158	0.06	-0.13	-0.165	0.21
O	13.887	6.886	33.553	0.007	-0.291	-0.236
O	11.093	9.517	30.76	-0.118	0.24	0.007
O	11.218	10.563	33.148	0.006	-0.025	-0.011
O	14.883	11.814	34.27	0.053	0.001	0.102
O	13.123	13.426	33.351	0.024	0.418	0.068
O	2.593	2.812	21.114	0.127	0.11	0.105
O	4.163	1.12	22.145	0.201	-0.344	0.089
O	5.062	-0.183	24.116	0.071	-0.212	0.309
O	2.826	8.061	20.753	-0.119	-0.116	0.25
O	3.688	4.5	25.937	-0.219	-0.034	0.099
O	5.32	5.143	24.045	0.048	-0.118	-0.006
O	4.517	6.281	21.773	-0.118	0.062	0.198
O	3.519	9.478	26.086	-0.185	0.091	0.096
O	2.588	13.605	20.958	0.051	-0.051	-0.086
O	5.489	9.01	24.348	0.091	0.148	0.114
O	3.406	11.382	22.069	-0.009	-0.293	0.019
O	5.849	6.217	26.412	0.095	0.085	-0.116
O	6.632	4.658	21.88	0.15	0.112	0.246
O	9.837	0.971	22.116	0.063	-0.094	0.104
O	7.475	0.191	22.939	0.053	0.079	-0.21
O	8.267	8.141	20.791	0.012	-0.166	-0.223
O	6.255	9.503	21.824	-0.204	-0.031	-0.057
O	10.167	6.731	21.95	-0.187	-0.012	0.216
O	8.915	1.597	24.602	0.142	0.102	-0.07
O	8.166	13.554	21.132	0.11	0.099	-0.079
O	5.933	14.876	21.873	0.042	-0.125	0.153
O	10.498	10.576	23.844	0.03	-0.152	0.237
O	10.357	12.196	21.883	0.032	0.096	0.078
O	13.581	2.462	21.118	-0.18	0.23	0.056
O	12.882	4.225	24.5	-0.147	0.021	-0.223
O	14.588	0.306	22.286	0.135	0.168	0.112
O	0.858	15.539	21.793	-0.376	0.213	0.101
O	11.771	8.889	22.102	-0.055	0.01	-0.016
O	1.232	11.231	23.762	0.13	0.096	0.32
O	16.093	6.81	21.753	0.173	0.172	-0.085
O	13.871	8.011	20.938	0.039	0.131	0.105
O	13.812	13.626	21.037	0.094	-0.149	-0.013
O	12.305	15.471	22.152	-0.366	-0.187	0.043
O	1.211	9.823	21.661	-0.268	0.054	-0.093
O	12.613	12.191	23.392	0.123	-0.012	-0.327
O	15.915	11.979	28.297	0.144	-0.079	-0.179
O	2.473	-0.217	23.778	-0.19	0.18	0.237
O	14.591	5.065	22.819	-0.027	-0.17	0.131
O	0.743	4.453	22.135	0.075	-0.262	0.29
O	6.734	7.113	22.982	0.128	-0.075	0.193
O	0.808	6.359	27.063	0.296	-0.178	-0.042
O	3.761	7.064	25.033	-0.311	-0.088	-0.124
O	2.955	9.192	23.572	0.069	-0.016	-0.104
O	2.824	10.957	28.166	-0.291	-0.179	0.234
O	15.301	9.29	27.907	0.035	0.008	0.153
O	5.965	14.12	26.858	-0.155	0.104	0.169
O	6.805	14.411	24.363	0.134	-0.198	0.093
O	9.641	15.541	24.086	-0.001	-0.168	-0.185
O	6.801	4.519	28.117	0.141	0.098	-0.086
O	8.171	2.702	21.042	0.109	0.084	-0.065
O	3.728	2.063	24.641	0.057	0.198	-0.009
O	10.4	7.315	31.938	0.126	-0.05	0.137
O	8.372	6.65	27.527	-0.017	0.139	-0.252
O	8.064	9.325	23.658	0.029	0.029	-0.094
O	9.02	10.039	25.905	-0.034	-0.073	0.006
O	10.366	13.082	24.424	0.031	-0.021	0.017
O	10.33	8.095	24.257	-0.1	-0.181	-0.001
O	13.814	14.5	24.07	0.182	-0.052	-0.19
O	12.118	4.437	21.971	-0.23	0.028	0.187
O	15.047	4.911	26.135	-0.063	-0.165	-0.116
O	0.235	5.971	24.337	0.114	-0.176	-0.138
O	12.396	6.617	23.415	-0.023	0.171	0.278
O	13.436	9.694	26.115	0.006	-0.113	-0.136
O	16.021	12.299	21.841	0.287	-0.064	-0.119
O	15.236	12.306	24.282	0.049	-0.138	0.241
O	2.71	0.118	28.71	0.084	-0.259	-0.148
O	16.362	15.891	24.416	-0.041	-0.022	-0.157
O	2.698	2.212	27.03	0.013	0.261	0.19
O	0.627	1.796	28.628	0.04	-0.083	-0.101
O	5.298	2.659	26.775	-0.043	-0.012	0.169
O	4.843	9.224	28.318	0.062	0.055	0.031
O	10.224	8.742	27.677	0.255	-0.217	-0.218
O	1.648	13.407	28.056	0.16	0.227	-0.094
O	4.186	13.167	28.675	-0.136	0.018	0.305
O	1.101	0.085	26.671	0.044	0.1	-0.144
O	5.053	11.507	26.839	-0.007	-0.065	-0.229
O	8.61	14.069	26.161	0.01	-0.216	0.161
O	7.334	-0.028	26.137	-0.202	-0.08	-0.185
O	7.912	2.534	26.801	0.238	0.009	0.005
O	9.793	0.706	26.911	0.096	0.06	-0.242
O	6.72	4.195	31.138	0.006	0.03	-0.344
O	4.127	5.194	31.225	0.148	-0.196	-0.197
O	8.61	9.328	31.872	-0.017	0.137	0.385
O	10.93	6.354	28.403	-0.071	-0.204	0.11
O	6.449	9.301	30.351	0.253	-0.139	-0.245
O	6.182	7.015	28.922	0.155	-0.117	0.2
O	11.089	14.87	26.234	0.099	0.046	-0.207
O	10.698	15.55	28.806	0.144	-0.051	-0.089
O	14.866	0.201	26.434	-0.099	-0.097	0.34
O	13.07	0.551	24.478	-0.358	0.183	-0.068
O	1.1	13.742	23.645	0.024	-0.159	-0.181
O	0.266	13.885	31.551	-0.067	0.04	0.098
O	12.521	4.926	26.906	-0.048	-0.156	-0.157
O	14.562	5.368	31.498	0.051	-0.241	0.036
O	15.188	7.595	25.853	-0.037	0.12	-0.08
O	13.32	5.434	29.285	-0.165	0.133	0.31
O	16.057	14.235	26.6	-0.166	-0.21	-0.017
O	13.493	11.132	28.335	-0.239	-0.125	0.266
O	16.299	1.781	32.548	-0.057	0.093	0.253
O	13.272	12.423	25.93	0.174	0.101	0.189
O	2.696	14.63	30.677	0.225	-0.014	0.01
O	4.346	0.207	30.73	0.007	0.104	-0.094
O	15.371	3.622	29.659	-0.208	-0.055	-0.114
O	15.918	6.169	29.322	-0.008	0.051	-0.105
O	2.14	6.504	29.749	-0.139	-0.128	-0.097
O	1.304	4.33	28.576	0.172	-0.053	-0.07
O	2.15	12.209	30.366	-0.02	-0.211	-0.077
O	15.297	10.267	30.318	-0.058	-0.008	0.101
O	6.723	12.379	28.633	-0.048	0.094	-0.225
O	4.282	7.794	30.542	-0.011	0.172	-0.007
O	6.539	2.003	28.987	-0.072	-0.032	-0.082
O	6.774	0.845	31.357	0.2	-0.222	0.266
O	9.477	15.441	31.268	-0.337	0.027	0.228
O	12.395	0.519	27.153	-0.122	0.185	0.117
O	8.649	2.454	30.557	0.165	0.014	-0.016
O	9.196	4.875	31.6	0.078	0.024	0.015
O	7.916	11.553	30.737	0.065	0.131	0.271
O	8.87	13.694	29.364	-0.042	-0.11	0.146
O	9.124	7.841	29.77	-0.322	0.071	-0.054
O	13.753	2.56	26.242	-0.007	0.073	0.02
O	15.855	14.556	29.169	0.065	0.121	-0.117
O	14.03	13.825	30.908	-0.034	-0.135	0.004
O	13.236	7.486	27.614	-0.142	0.05	-0.073
O	4.739	2.58	31.722	0.044	0.089	-0.09
O	11.06	15.431	33.425	0.324	-0.246	0.095
O	12.72	11.637	31.247	-0.009	0.027	-0.133
O	11.261	11.07	26.937	-0.051	0.004	-0.018
O	13.496	9.385	32.07	-0.155	-0.325	0.017

Results
total energy: -108575.780 eV
total energy less fixed offsets of O -438.35, Si -107.03 eV per atom: 4.450 eV
